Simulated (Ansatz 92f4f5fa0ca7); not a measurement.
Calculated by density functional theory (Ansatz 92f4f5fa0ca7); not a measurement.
Periodic cell of 284 atoms, Si144O100H32N8, with a vacuum gap, from a study of silicon, its oxide and their interface. The atomic structure is a simulated model.

Settings
functional: r2SCAN
potential files: Ansatz PAW
basis: plane waves
wave-function cutoff: 800 eV
density cutoff ratio: 5
exchange-correlation grid ratio: 1
k mesh: 1 x 1 x 1, shifted by 0.5 0.5 0 of a step
self-consistency stop: 1e-11 eV per atom in the density residual
occupations: fixed
spin: none
net charge: 0
applied field: sawtooth along c, amplitude +0.015 V/angstrom in the program's sign convention, ramp centred at 0.9897 of c and 0.0207 of c wide, no dipole correction

Cell vectors (angstrom)
a 10.887 0 0
b 0 10.887 0
c 0 0 48.3698

Atoms: element, x, y, z (angstrom)
Si -0.2923 0.304 34.9751
Si 2.2785 2.9012 34.7191
Si 0.1085 5.0897 34.8658
Si 2.9561 7.9366 34.6196
Si 5.8089 -0.154 34.4504
Si 8.4615 2.4597 35.0155
Si 5.1387 5.6746 34.6297
Si 8.0535 8.4899 34.4821
Si 1.2853 1.4364 36.2334
Si 4.0004 4.0558 35.9125
Si 1.3344 6.7974 35.933
Si 4.1437 9.5879 35.8091
Si 6.7958 1.2704 36.0729
Si 9.5973 3.9889 36.33
Si 6.8596 6.8292 35.7966
Si 9.4362 9.5318 36.0921
Si 0.0132 2.6934 37.7046
Si 2.7707 -0.018 37.2955
Si -0.0057 8.1501 37.3222
Si 2.6759 5.4219 37.3437
Si 5.399 2.7192 37.2911
Si 8.1014 -0.048 37.5034
Si 5.4869 8.1985 37.2407
Si 8.1302 5.4856 37.3276
Si 1.402 4.1299 38.8568
Si 4.0802 1.3588 38.6923
Si 1.3833 9.5112 38.657
Si 4.0917 6.819 38.6207
Si 6.7702 4.0913 38.6588
Si 9.4695 1.3006 38.8736
Si 6.7442 9.4776 38.7838
Si 9.5197 6.8073 38.7043
Si 0.029 -0.0643 40.0927
Si 2.7582 2.7071 40.1109
Si -0.0178 5.4778 40.1275
Si 2.7304 8.1612 40.0347
Si 5.4104 0.0155 40.1014
Si 8.1064 2.7506 40.1076
Si 5.4297 5.4529 40.0184
Si 8.1675 8.1445 40.0852
Si 1.3601 1.3414 41.4254
Si 4.1247 4.0833 41.4237
Si 1.3703 6.8358 41.4506
Si 4.0457 9.5363 41.4382
Si 6.7711 1.3784 41.4744
Si 9.5053 4.0922 41.4569
Si 6.7966 6.7821 41.407
Si 9.538 9.4922 41.442
Si -0.006 2.6937 6.9094
Si 2.6851 0.0022 6.9541
Si -0.0213 8.1528 6.9671
Si 2.7708 5.4518 6.8905
Si 5.4295 2.746 6.9889
Si 8.1949 0.0082 6.9049
Si 5.4706 8.1905 6.885
Si 8.1349 5.4479 6.94
Si 1.4081 4.0584 8.1922
Si 4.0512 1.359 8.3163
Si 1.2911 9.5556 8.3103
Si 4.1461 6.823 8.2434
Si 6.8174 4.1021 8.3381
Si 9.5178 1.3546 8.3058
Si 6.8488 9.5361 8.2568
Si 9.4749 6.7995 8.3167
Si -0.0769 -0.0043 9.736
Si 2.6874 2.7403 9.6644
Si -0.0036 5.3499 9.5025
Si 2.7309 8.1757 9.5201
Si 5.4993 0.0094 9.5978
Si 8.1597 2.7054 9.6766
Si 5.5247 5.5385 9.6866
Si 8.144 8.2031 9.7206
Si 1.291 1.3809 11.0457
Si 4.1267 4.1506 10.9178
Si 1.3306 6.7698 10.7416
Si 4.1348 9.4941 10.8538
Si 6.769 1.3804 11.0568
Si 9.6326 4.0029 10.9612
Si 6.8649 6.8744 11.1895
Si 9.4181 9.5588 11.177
Si -0.1077 2.6208 12.5435
Si 2.8952 0.0927 12.1381
Si 0.1165 8.1092 12.1913
Si 2.6439 5.4597 12.124
Si 5.5022 2.9131 12.3549
Si 7.96 0.0448 12.6194
Si 5.2827 8.2168 12.4709
Si 8.5291 5.5101 12.3279
Si 1.4609 4.0397 13.5286
Si 3.9933 1.6147 13.5966
Si 1.7174 9.3613 13.2823
Si 3.6419 6.9179 13.6431
Si 7.24 4.0675 13.5456
Si 9.1414 1.5194 14.0652
Si 6.1574 9.9136 13.9235
Si 10.1841 6.5752 13.7754
Si 6.874 4.0157 32.7003
Si 14.2816 -7.0913 26.3226
Si 2.5058 8.7455 15.9358
Si 2.1688 2.4217 15.9235
Si 8.6057 11.0922 16.7751
Si 1.7679 5.108 21.3392
Si 15.506 18.1255 17.5459
Si 15.932 -0.9594 18.6296
Si 5.3958 5.0875 15.5345
Si 8.8779 2.9099 23.5483
Si 8.5263 5.342 17.2349
Si 11.5386 18.8157 17.8646
Si 10.8586 2.7215 21.263
Si 4.3651 0.448 16.2526
Si 12.8943 9.8737 19.7198
Si 4.5481 18.5319 22.4141
Si -1.6202 -1.1296 22.0893
Si 7.1506 2.8517 16.0747
Si 11.2846 10.7267 15.7655
Si 8.1249 8.1374 15.7737
Si 15.3098 -0.2794 23.6915
Si 4.0361 -6.2068 23.4005
Si 10.4817 17.8918 22.2726
Si 13.7926 -3.7226 19.8882
Si 7.4157 5.5165 28.4367
Si 9.0643 6.9699 19.5234
Si 10.1875 9.4555 26.6712
Si 0.8659 -3.4689 27.5321
Si 23.8802 15.9166 28.6129
Si 8.5702 15.3612 26.0991
Si -0.6899 -10.4949 24.4096
Si 2.4534 1.4896 31.8498
Si 9.7041 -2.8135 31.6872
Si 1.6437 11.1997 22.5239
Si 16.896 2.1754 23.5962
Si 21.1614 0.4909 19.4867
Si -1.7972 18.9353 28.8407
Si -4.6811 12.4361 28.8729
Si -1.9702 3.0024 28.5169
Si -5.9674 1.2157 26.1451
Si 6.8259 8.6249 20.6832
Si 15.756 4.3851 28.7166
Si 5.4579 12.3217 31.6161
Si 9.5393 5.1829 32.138
Si 11.4421 16.056 16.1972
Si 10.252 6.8623 25.2797
Si 11.1693 14.1902 30.3696
Si 1.2957 -1.2119 32.6319
O -0.9441 -5.4192 33.6813
O -12.6893 -0.2826 23.4481
O 5.5128 0.5673 32.9976
O 1.2455 4.083 34.2445
O 2.5494 2.0106 33.3826
O -4.8531 9.8157 19.9076
O 9.4353 16.6982 26.151
O 10.0372 -4.4116 23.735
O 0.2203 -2.0217 31.754
O 10.1919 2.4927 29.3611
O -0.4418 -14.5701 28.4924
O -0.5629 -7.0005 31.6106
O 5.6869 4.943 33.2764
O 2.3295 8.6068 33.2674
O 6.69 5.2851 14.5655
O 6.8266 8.7115 14.9235
N 5.0775 0.4349 14.6573
O -2.9547 6.7787 16.6718
O 5.3842 5.9692 16.901
N 2.6097 8.221 14.2968
O 5.5908 3.4504 15.8125
O 7.4251 1.3524 16.6791
O 7.5057 2.2681 23.0258
O 9.3862 -3.2556 14.8259
O 12.9707 -6.7076 27.2114
O 9.3086 11.2438 18.2196
N 13.4899 2.7378 14.2832
O 11.7543 10.8361 19.06
O 10.0884 7.8566 18.6066
O 10.399 19.5017 22.308
O 22.8244 6.3424 22.107
O 11.8927 12.5822 21.9767
O 5.403 -2.243 17.6645
O 3.3421 4.4224 24.8403
O 12.3982 14.7298 16.4811
N 7.9976 2.8194 14.5588
N 11.4349 -5.4814 14.4785
O 33.4513 9.035 27.2436
O 3.9168 12.5904 31.2385
O 14.1458 18.4371 16.7298
N 11.7718 9.1441 16.5878
O 0.8965 15.4387 29.5485
O 11.8034 6.4636 17.1422
O 9.8914 15.7623 16.5296
O 0.919 10.3794 14.2862
O 5.2801 11.1404 17.5877
O 1.1422 12.0864 16.2685
O 0.767 14.8939 20.8018
O 4.5191 -1.8557 23.2896
O 2.9076 15.348 22.266
O 19.994 9.3581 27.8751
O 9.7397 -0.3004 20.7884
O 4.2768 6.9275 19.077
O 12.2858 -8.5755 30.9568
O 8.9448 8.596 30.3581
O 5.9781 -5.4311 29.1595
O 7.6978 7.815 19.6046
O 18.6813 9.2144 21.813
N 12.6455 8.2426 19.1971
O 19.6619 16.4502 18.8081
O 3.3052 10.1115 16.2237
O 5.1749 14.4123 23.1783
O 2.3292 5.6763 19.9531
O -0.5987 12.9283 19.9199
O 3.5559 12.7219 16.5521
O 18.5061 4.0159 17.1039
O 19.247 9.467 16.7059
O 15.4115 6.2495 23.2751
O 8.4049 4.087 24.5488
O 5.9853 2.0594 25.2296
N 20.56 11.4052 15.4742
O 14.9335 6.8027 34.1412
O -1.1847 14.1949 22.2271
O -5.3132 -20.9679 27.5704
O 4.1343 16.6153 14.7177
O 5.8719 7.6202 21.4997
O 15.5154 4.4758 27.1152
O 5.5274 0.7218 23.0343
O 11.3754 -0.4241 33.7665
O 9.2561 3.2695 26.9472
O 23.8239 17.5201 28.2925
O 20.8776 -4.3724 31.3638
O 9.5288 12.2819 34.3427
O 3.3066 7.7019 21.3692
O 7.2405 15.8294 26.9095
O 14.4973 13.0662 26.3077
O -0.7295 0.0047 25.9729
O -3.0155 -3.8383 28.5195
O 11.5947 -0.1107 23.7726
O 8.4449 4.4517 29.1304
O 5.3625 13.7943 29.0777
O -4.801 0.7303 30.2804
O 13.97 0.4565 23.1879
O 7.7581 -8.9995 28.6079
O 9.5716 -4.3117 21.0103
O 14.4347 10.1515 19.254
O 12.7122 -0.7499 21.3144
O 2.088 10.7958 31.7837
O 8.8419 8.2051 33.0629
O 6.8746 31.3244 34.0797
O -7.4182 -6.1575 29.4343
O 6.2368 2.8472 31.7991
O -10.0654 6.7895 26.0097
O 7.7145 3.305 33.8633
O 7.9404 4.9738 31.9527
O 9.7422 19.2686 25.5202
O 9.8938 1.9663 24.3776
O 4.5269 10.7598 25.313
H 2.1775 0.5153 42.3579
H 0.5341 2.159 42.3579
H 3.3074 4.9095 42.3561
H 4.9363 3.2515 42.3561
H 2.197 6.0189 42.383
H 0.5262 7.6346 42.383
H 3.2216 10.3558 42.3706
H 4.8906 8.7383 42.3706
H 7.6085 0.5725 42.4068
H 5.9572 2.208 42.4068
H 10.3204 3.2637 42.3894
H 8.6791 4.9095 42.3894
H 7.6196 5.9616 42.3395
H 5.9999 7.6283 42.3395
H 8.7343 10.3318 42.3744
H 10.3562 8.6668 42.3744
H 0.82 1.8761 5.977
H -0.821 3.5222 5.977
H 1.8677 0.8284 6.0216
H 3.5092 -0.8173 6.0216
H -0.8395 8.9782 6.0347
H 0.8228 7.354 6.0347
H 1.9442 6.2687 5.9581
H 3.5882 4.6256 5.9581
H 4.6179 3.5778 6.0565
H 6.2434 1.9163 6.0565
H 8.9986 -0.8313 5.9725
H 7.3575 0.8141 5.9725
H 6.2673 7.3443 5.9526
H 4.6257 8.9885 5.9526
H 7.3119 6.2684 6.0076
H 8.9611 4.6305 6.0076

Results
free energy: -152734.567 eV
free energy less fixed offsets of H -15.71, N -386.36, O -570.45, Si -639.56 eV per atom: 0.673 eV

Forces (eV/angstrom), in the order of the atoms: element, x, y, z
Si -0.0007 -0.0026 0.0196
Si -0.0004 0.0025 0.032
Si -0.0004 -0.0032 0.0293
Si 0.0031 0.0006 0.0248
Si 0.0069 -0.0042 0.0369
Si 0.001 0.0013 0.0185
Si 0.0041 0.0033 0.0252
Si -0.0059 0.0041 0.0365
Si -0.0122 0.0071 -0.0129
Si -0.0056 0.007 -0.0134
Si 0.0075 -0.0041 -0.0122
Si 0.0036 -0.0121 -0.0147
Si 0.0119 -0.0032 -0.0157
Si 0.0053 -0.0118 -0.0144
Si -0.0119 0.0021 -0.0173
Si -0.0037 0.0133 -0.0173
Si 0.0042 0.011 -0.0015
Si 0.0021 0.0113 0.0155
Si -0.0156 -0.0001 0.0109
Si -0.0106 -0.0125 0.0069
Si 0.0018 -0.0095 0.0131
Si -0.0023 -0.0051 0.0002
Si 0.0116 0.0036 -0.0032
Si 0.0116 0.0075 0.0093
Si -0.0188 -0.0177 -0.0021
Si 0.0007 0.0102 0.0228
Si -0.0074 0.0007 0.0286
Si 0.0051 0.0093 0.0223
Si 0.0054 -0.0188 0.0261
Si -0.0036 -0.0021 0.0039
Si 0.0093 0.0186 0.0036
Si 0.0001 -0.0128 0.0215
Si -0.0407 0.0423 0.1829
Si -0.0083 0.0098 0.1644
Si 0.003 0.0167 0.1769
Si 0.029 -0.0338 0.1946
Si 0.0459 -0.0518 0.1745
Si 0.0184 -0.0141 0.1837
Si -0.0302 0.0235 0.184
Si -0.0289 0.0232 0.1695
Si 0.0681 0.0128 0.3858
Si -0.1113 0.0189 0.3376
Si -0.039 -0.0539 0.2222
Si 0.081 0.0082 0.2285
Si -0.0169 -0.0109 0.2598
Si -0.054 0.0461 0.308
Si 0.0517 0.0282 0.3045
Si 0.0148 -0.0612 0.3926
Si 0.1227 0.0107 -0.3048
Si -0.0459 0.1145 -0.2405
Si -0.1251 0.0496 -0.2703
Si 0.1033 -0.0667 -0.3759
Si -0.0725 -0.0325 -0.161
Si -0.0191 -0.0809 -0.3237
Si 0.0365 0.0081 -0.3165
Si 0.027 0.0312 -0.307
Si -0.0075 -0.0203 -0.1896
Si 0.0283 -0.0217 -0.1514
Si 0.0267 -0.0191 -0.172
Si -0.0035 -0.0058 -0.2007
Si -0.0196 -0.0014 -0.1768
Si 0.0004 0.0198 -0.2091
Si -0.0033 0.0085 -0.1912
Si -0.0086 0.021 -0.1629
Si 0.001 -0.0084 -0.0225
Si 0.0079 0.0177 -0.0151
Si 0.023 0.0153 -0.0081
Si 0.007 0.0112 -0.0048
Si -0.0202 -0.0101 -0.004
Si -0.0019 0.0026 -0.0223
Si -0.0012 0.0041 -0.0203
Si -0.0085 -0.0117 -0.0264
Si 0.0107 0.0073 -0.0165
Si -0.0132 -0.0016 -0.0164
Si 0.0019 -0.0085 -0.0061
Si 0.0045 -0.0014 -0.0033
Si -0.0074 -0.0078 -0.0048
Si 0.0039 0.0092 -0.0067
Si -0.0124 0.0091 -0.0097
Si 0.0004 -0.0033 -0.0088
Si -0.0047 -0.003 0.0092
Si 0.0032 -0.0058 0.0118
Si 0.0127 -0.0039 0.0122
Si -0.0018 0.0026 0.02
Si 0.0097 0.0046 0.0113
Si -0.0052 0.0092 0.0147
Si -0.0121 -0.0016 0.0113
Si 0.0063 -0.0032 0.0131
Si 0.0063 0.0047 0.0038
Si 0.0005 -0.0028 -0.0003
Si 0.0059 0.0087 0.0232
Si -0.0008 -0.0008 0.0097
Si -0.0064 0.0071 0.0154
Si -0.0044 -0.0109 0.01
Si 0.0045 -0.0108 0.0036
Si -0.005 0.0113 0.006
Si 0.0011 0.0031 0.0501
Si -0.0011 0.0046 0.0501
Si 0.0011 0.0002 0.0278
Si -0.0063 -0.0056 0.0244
Si 0.005 -0.0026 0.0426
Si 0.0018 -0.0073 0.0412
Si -0.0009 0.0063 0.0463
Si 0.0002 -0.0059 0.0527
Si -0.0015 0.0098 0.0292
Si -0.012 0.0083 0.0427
Si 0.003 0.008 0.0411
Si -0.001 0.0051 0.0507
Si -0.0025 0.0046 0.0412
Si -0.0014 -0.0085 0.0407
Si -0.006 0.0089 0.0369
Si 0.0073 -0.0003 0.0495
Si 0.0026 0.0023 0.0495
Si 0.0003 0.0024 0.0358
Si 0.0064 -0.0122 0.0235
Si 0.0002 0.0003 0.0359
Si 0.0071 0.0097 0.0367
Si 0.0034 -0.0122 0.0508
Si -0.0001 -0.0034 0.0578
Si -0.0035 -0.0092 0.0449
Si 0.0009 0.0017 0.0342
Si -0.0017 0.0046 0.0506
Si -0.002 -0.0117 0.0455
Si -0.0024 -0.0079 0.0444
Si -0.0073 -0.0046 0.0378
Si 0.0013 0.0041 0.0525
Si -0.0029 0.0026 0.0475
Si 0.0029 -0.0071 0.0476
Si 0.0025 0.001 0.0532
Si 0.0031 0.0069 0.0473
Si 0.0016 0.0031 0.0357
Si 0.0075 0.0062 0.06
Si -0.006 0.0023 0.0569
Si 0.0022 -0.0017 0.0553
Si 0.0034 -0.0065 0.0418
Si 0.0034 0.0053 0.0517
Si 0.0024 -0.0017 0.0419
Si 0.0047 -0.0051 0.0274
Si -0.0034 -0.001 0.052
Si -0.0042 0.0056 0.0485
Si -0.0043 0.0099 0.0363
Si 0.0015 0 0.0528
Si 0.0045 -0.0059 0.0488
Si 0.0005 0.0016 0.0451
O -0.0055 0.0029 -0.0339
O -0.0016 -0.0095 -0.0279
O -0.0037 0.009 -0.0313
O -0.0022 -0.0025 -0.011
O 0.0032 -0.0069 -0.0349
O -0.0089 0.007 -0.0304
O -0.0015 -0.002 -0.0198
O 0.0003 0.0011 -0.0431
O -0.0078 -0.0065 -0.0215
O -0.0108 0.0003 -0.0209
O 0.01 -0.0017 -0.031
O 0.0086 -0.0078 -0.0183
O 0.0068 -0.0093 -0.0246
O -0.0084 0.0053 -0.0194
O 0.0085 -0.0069 -0.014
O -0.0096 0.014 -0.0205
N -0.0015 0.0004 -0.0178
O -0.0009 0.0092 -0.0206
O 0.0036 -0.0129 -0.0235
N 0.0079 -0.0028 -0.016
O 0.0028 -0.0011 -0.0115
O -0.0048 0.0086 -0.0165
O 0.0032 -0.0014 -0.0081
O 0.0119 -0.0133 -0.0268
O 0.0067 -0.0077 -0.0294
O -0.0126 -0.001 -0.044
N 0.0042 0.0056 -0.0061
O -0.0016 -0.0018 -0.0195
O 0.0094 0.002 -0.0288
O -0.0007 0.0004 -0.0087
O 0.0048 -0.0042 -0.0219
O -0.0047 0.0029 -0.024
O 0.0003 -0.0032 -0.0175
O 0.0069 0.0079 -0.0382
O 0.0014 -0.0002 -0.02
N 0.0106 0.0004 -0.0194
N -0.0017 -0.0037 -0.0201
O -0.0024 0.0039 -0.0174
O 0.0029 -0.0009 -0.0238
O -0.0078 0.006 -0.0264
N -0.0007 0.0115 -0.0255
O 0.0097 0.0086 -0.028
O -0.0005 -0.0163 -0.0275
O 0.0102 -0.0033 -0.0199
O -0.0026 0.0007 -0.0082
O -0.0038 0.011 -0.0311
O 0.0037 0.0063 -0.016
O 0.001 -0.0003 -0.0231
O 0.0007 -0.0129 -0.0176
O -0.0128 0.0052 -0.0209
O 0.0072 0.0081 -0.0278
O 0.0051 0.0089 -0.0329
O 0.009 0.0008 -0.0276
O -0.0116 0.0107 -0.0235
O -0.0033 -0.001 -0.0343
O 0.001 -0.0002 -0.0153
O 0.006 -0.0055 -0.0137
O -0.008 -0.0048 -0.0297
N -0.0078 0.0001 -0.0366
O -0.0026 -0.0083 -0.0349
O 0.0015 0.0018 -0.0097
O -0.0019 0.0045 -0.0115
O 0.0039 0.0097 -0.0272
O -0.0044 -0.0141 -0.0249
O 0.0001 0.0032 -0.0124
O -0.0035 -0.0092 -0.0192
O 0.0009 -0.0015 -0.0182
O 0.0014 0.0142 -0.0234
O 0.0025 -0.0102 -0.034
O 0.0051 0.0013 -0.0304
N 0.0003 0.0137 -0.0332
O -0.0029 0.0009 -0.0071
O 0.0135 -0.0009 -0.0253
O -0.0107 -0.0028 -0.0364
O -0.0004 0.0032 -0.0141
O 0.0078 0.0056 -0.0236
O -0.0107 -0.0034 -0.0334
O 0.0001 -0.0052 -0.0108
O 0.0104 -0.011 -0.029
O -0.0013 0.0092 -0.0284
O -0.0042 0.0061 -0.0168
O 0.0004 0.0032 -0.0247
O 0.0011 0.0002 -0.0028
O -0.0068 0.0003 -0.0308
O 0.0075 -0.0062 -0.0269
O 0.0021 -0.0031 -0.0157
O 0.0008 0.0114 -0.0292
O -0.0012 -0.0052 -0.0093
O 0.0098 0.0002 -0.0212
O -0.0045 0.0015 -0.0096
O -0.0029 0.004 -0.0259
O 0.0048 0.0029 -0.0351
O -0.0104 -0.001 -0.0135
O 0.0022 0.0015 -0.0093
O -0.0063 0.0016 -0.0386
O 0.0117 0.0001 -0.0151
O 0.0045 -0.0136 -0.0348
O 0.0039 0.0075 -0.0171
O 0.0117 -0.0056 -0.0318
O -0.0013 0.002 -0.0127
O 0 0.0004 -0.0066
O -0.0036 -0.0097 -0.0169
O -0.0082 -0.0009 -0.0253
O -0.0114 0.0129 -0.0333
O 0.0049 0.0024 -0.0179
O -0.0015 -0.0032 -0.022
O -0.0002 0 -0.0182
O -0.0029 -0.0084 -0.033
H -0.3431 0.3832 -0.2269
H 0.2351 -0.2692 -0.3037
H 0.2187 -0.2646 -0.2805
H -0.2467 0.4975 -0.2706
H -0.2451 0.2266 -0.2928
H 0.4814 -0.2149 -0.2491
H 0.283 -0.421 -0.2601
H -0.268 0.2119 -0.2763
H -0.2027 0.2192 -0.3064
H 0.3051 -0.4611 -0.216
H -0.2699 0.2329 -0.2929
H 0.358 -0.3231 -0.2208
H -0.407 0.2669 -0.2642
H 0.2003 -0.2815 -0.2913
H 0.2414 -0.1912 -0.3085
H -0.4415 0.2868 -0.2234
H -0.4516 0.2545 0.2031
H 0.2083 -0.2779 0.284
H 0.3945 -0.3033 0.2452
H -0.3135 0.1794 0.3244
H 0.2776 -0.3745 0.2353
H -0.2758 0.2165 0.3199
H 0.2951 -0.1933 0.271
H -0.3413 0.4009 0.1693
H 0.3651 -0.3503 0.2742
H -0.2162 0.2574 0.3098
H -0.2428 0.4017 0.2164
H 0.2587 -0.2309 0.2547
H -0.2541 0.4024 0.2175
H 0.3163 -0.1986 0.2612
H 0.2536 -0.3946 0.2692
H -0.1995 0.2981 0.2851

The program warned: the cutoff lies below the one the program advises for these potential files; the forces do not sum to zero within the program's tolerance; empty levels may hold ghost states of the PAW files; the exchange-correlation potential is rough where the density is thin.
